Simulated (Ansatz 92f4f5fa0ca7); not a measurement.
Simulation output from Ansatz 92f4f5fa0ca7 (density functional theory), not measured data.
Periodic cell of 144 atoms, Si90O54, from a study of silicon, its oxide and their interface. The atomic structure is a simulated model.

Settings
functional: r2SCAN
potential files: Ansatz norm-conserving
basis: plane waves
wave-function cutoff: 1300 eV
density cutoff ratio: 4
exchange-correlation grid ratio: 1
k mesh: 2 x 2 x 1, shifted by 0.5 0.5 0.5 of a step
self-consistency stop: 5e-08 eV per atom in the density residual
occupations: Fermi-Dirac, 0.05 eV
spin: none
net charge: 0

Cell vectors (angstrom)
a	11.54	0	0
b	0	11.54	0
c	0	0	18.8811

Atoms and the computed forces on them: element, x, y, z (angstrom), force x, y, z (eV/angstrom)
Si	-0.2378	-0.5309	-0.2409	-0.0221	0.798	-0.5731
Si	-0.5107	4.0403	-0.0361	-0.4073	-0.0578	-0.8521
Si	-0.0024	8.6169	-0.2907	0.163	-0.4067	-0.2794
Si	3.8051	-0.3717	-0.0962	0.3326	-0.1623	-0.9074
Si	2.9176	3.6948	-0.6218	0.8205	0.0118	-0.7708
Si	4.0068	8.0428	0.1527	0.0401	-0.0654	-0.7869
Si	7.7171	-0.4527	0.0375	0.3103	0.3824	-0.658
Si	6.0604	3.0304	-0.7951	-0.0829	0.0728	-0.1966
Si	7.2972	8.7951	-0.0983	-0.0054	-0.7634	-1.0277
Si	1.758	0.0375	1.0524	0.0369	-0.2597	-0.1383
Si	1.567	3.8986	1.2425	-0.1773	-0.0479	0.285
Si	1.84	7.8139	1.1101	0.3508	0.1725	-0.178
Si	5.7657	0.0436	1.2482	-0.2862	0.0336	-0.0252
Si	6.7596	3.6214	1.377	0.0992	0.0592	0.1087
Si	5.8385	7.8702	1.5297	0.1583	0.2122	-0.0298
Si	9.6029	-0.15	1.3767	-0.1081	0.1888	-0.0546
Si	9.2034	3.6415	1.5198	-0.0086	-0.1358	0.1212
Si	9.8906	8.0816	1.2256	-0.6612	-0.2373	-0.1349
Si	1.8347	1.8957	2.5347	0.0264	-0.0312	0.086
Si	1.858	5.8533	2.5136	-0.0769	0.1147	-0.1529
Si	1.8633	9.7371	2.6283	-0.1134	0.0023	-0.2618
Si	5.8849	1.8608	2.7071	-0.1866	-0.1137	0.1663
Si	5.9471	5.7141	2.4779	-0.0322	-0.0957	-0.1368
Si	5.727	9.786	2.8338	0.2295	0.1941	0.0976
Si	9.5904	1.7246	2.7731	0.047	-0.1204	-0.098
Si	9.639	5.4694	2.9055	0.0508	0.6269	-0.7637
Si	9.5876	9.6925	2.9185	-0.0055	-0.4042	-0.1139
Si	0.0109	1.8198	4.0667	-0.0179	0.0132	-0.0073
Si	0.0723	5.8039	4.0614	-0.0846	-0.106	0.0152
Si	0.0193	9.724	4.1522	0.0695	-0.1169	-0.1814
Si	3.8158	1.8993	3.9462	0.1358	0.1163	-0.059
Si	3.8967	5.7622	3.7819	-0.0166	0.0651	0.0615
Si	3.7607	9.7757	4.1033	0.044	-0.0249	-0.1302
Si	7.6944	1.729	4.1931	-0.0088	0.0653	-0.1431
Si	7.6468	5.8036	4.0754	0.1731	-0.1192	-0.1161
Si	7.6373	9.728	4.2206	-0.1566	-0.0145	-0.2252
Si	-0.0106	0.0109	5.6605	-0.0189	0.0356	-0.0203
Si	0.0055	3.8295	5.2704	0.1149	-0.0161	-0.0297
Si	-0.0238	7.7533	5.3913	0.0129	0.1551	0.0106
Si	3.7845	0.0981	5.6053	0.0061	-0.0684	-0.0596
Si	3.8557	3.8581	5.2318	-0.0692	-0.1792	-0.0865
Si	3.8088	7.7108	5.2209	0.0713	0.098	-0.0973
Si	7.6581	-0.0284	5.7544	0.0576	0.039	0.1705
Si	7.6401	3.8067	5.2863	0.0065	-0.182	0.1137
Si	7.646	7.7316	5.3923	-0.1154	0.2289	0.0793
Si	1.8866	0.0608	7.0833	0.0334	-0.0767	0.1326
Si	1.9191	3.8634	6.5532	-0.1831	-0.226	-0.2661
Si	1.9344	7.7961	6.6634	0.0005	0.0843	-0.1757
Si	5.6999	0.0362	7.1119	-0.0133	-0.1297	0.0791
Si	5.7583	3.7772	6.6696	0.0389	-0.1711	-0.1726
Si	5.6801	7.7215	6.6467	-0.0087	0.1368	-0.2207
Si	9.5994	0.0015	7.1251	0.0065	0.0277	0.1088
Si	9.5861	3.8602	6.5507	0.0135	-0.0036	-0.2751
Si	9.5637	7.8298	6.7228	0.0162	0.1837	-0.1548
Si	1.8158	2.2026	8.1717	-0.0053	0.1636	0.2241
Si	1.9429	5.8002	7.7841	-0.0057	-0.0021	0.1225
Si	1.8788	9.478	8.366	0.1562	-0.0022	0.0916
Si	5.8023	2.1115	8.386	0.0568	0.2412	0.2733
Si	5.731	5.7581	7.8588	0.0036	0.0958	0.2122
Si	5.6497	9.4132	8.2745	-0.0519	0.0012	0.0922
Si	9.5928	2.1944	8.1543	0.1215	-0.1354	0.241
Si	9.5584	5.8063	7.7822	-0.0552	-0.1105	0.2112
Si	9.5147	9.4813	8.468	-0.0194	-0.0859	0.1172
Si	-0.1294	2.796	9.5424	-0.0579	0.3307	0.9933
Si	-0.0203	5.7741	8.9662	-0.007	-0.0085	1.287
Si	-0.0589	8.7937	9.6387	-0.0789	-0.4633	1.142
Si	3.7413	2.7909	9.3591	-0.1693	0.0273	0.6593
Si	3.8077	5.8149	9.1481	-0.0013	-0.0918	1.133
Si	3.8057	8.8832	9.6951	0.0035	-0.1815	0.7043
Si	7.8672	2.7313	9.6694	0.0197	0.1855	0.6529
Si	7.673	5.7856	9.1384	0.0121	-0.0581	1.0947
Si	7.4746	8.8376	9.6836	-0.1235	-0.0863	0.609
Si	-2.1262	12.0629	16.4006	-0.1225	-0.0811	-0.1957
Si	3.2238	-1.3689	12.5311	-0.3116	0.0835	0.4049
Si	9.7453	1.9798	12.0111	0.0864	-0.084	0.2697
Si	7.1919	10.049	12.6191	0.2345	0.0006	0.4645
Si	3.308	1.6491	12.1128	-0.0019	-0.0148	0.2673
Si	5.2198	0.5843	16.3399	-0.1073	-0.1694	-0.4127
Si	1.6712	3.5545	13.943	-0.0114	-0.0541	-0.4078
Si	11.9704	8.9157	12.723	0.146	-0.0989	0.6182
Si	2.1163	5.0672	16.0156	0.7126	0.4652	-0.6098
Si	-1.2102	6.4015	16.8828	-0.4732	-0.1858	-0.4251
Si	8.5394	2.914	14.504	-0.0905	0.0803	-0.2338
Si	-1.6701	10.7843	13.6499	0.1493	-0.095	-0.1534
Si	5.3469	9.5611	14.7495	-0.0317	-0.1851	-0.0406
Si	0.8763	3.1906	16.4889	-0.1251	-0.8771	-0.537
Si	5.9044	1.3491	13.5744	0.0725	0.0503	-0.1453
Si	0.3935	6.2175	14.3085	0.0275	0.2468	-0.4208
Si	7.5574	5.2085	16.2596	0.1887	0.2437	-0.4883
Si	5.6225	7.4353	16.6305	-0.085	-0.0279	-0.3183
O	-0.4044	3.0281	-1.3828	0.0372	0.3595	0.4681
O	2.9705	5.1168	-1.4939	-0.315	-0.2894	0.2668
O	-0.5343	5.4962	-0.8201	0.1399	-0.2206	0.2604
O	-0.5863	-3.6643	-1.6932	0.2522	0.34	0.5459
O	-1.7104	6.5107	1.622	0.0169	0.1299	0.4168
O	-0.7097	11.821	-1.6757	0.2516	-0.5072	0.8215
O	6.1359	1.6397	-1.685	-0.111	0.3779	0.3466
O	3.9187	0.309	-1.6169	0.056	-0.088	0.5896
O	3.9711	-1.973	-0.5038	-0.2421	0.0237	0.6173
O	4.4783	3.3018	-0.5156	-0.0645	-0.1533	0.0118
O	2.1566	2.5397	-1.5425	-0.1372	0.597	0.2276
O	4.5699	7.0588	-1.0764	-0.2277	0.3289	0.3787
O	8.769	-3.425	0.0156	-0.014	0.2132	0.5491
O	2.02	-2.3947	-6.06	-0.0338	0.1355	-0.2403
O	6.9159	4.1299	-1.6145	-0.184	-0.2348	0.1309
O	6.3259	6.1863	-3.0219	0.0008	0.0365	0.4039
O	8.2195	11.6943	-1.453	-0.161	-0.2284	0.7104
O	6.7996	8.3498	-1.6104	-0.0876	0.1569	0.4559
O	-0.0499	4.4219	9.9352	0.0526	-0.2969	-0.8679
O	-0.492	2.1873	11.0592	0.1189	0.2108	-0.6829
O	-3.9245	7.1978	10.0645	-0.0117	0.267	-0.7381
O	-0.081	9.2784	11.2333	0.027	-0.0463	-0.9686
O	-2.7613	9.9028	12.864	-0.1214	0.1592	0.0094
O	2.7422	0.1803	12.4868	0.1918	-0.0372	-0.1648
O	3.3221	1.7077	10.5162	0.1687	0.3745	-0.1292
O	3.7908	7.2269	10.0812	0.0106	0.248	-0.7727
O	3.7868	4.3594	10.0129	-0.012	-0.2405	-0.8599
O	3.9221	9.7339	11.1295	-0.0246	-0.4473	-0.6429
O	8.3829	1.9632	11.079	-0.2264	0.4092	-0.6858
O	7.7513	4.3705	10.0595	-0.0376	-0.2127	-0.7421
O	11.5275	7.1413	9.9068	-0.0195	0.3997	-0.7119
O	7.01	9.632	11.0703	0.1841	-0.4239	-0.6638
O	9.5441	14.6046	13.2231	-0.0453	-0.3561	-0.1706
O	-2.1883	11.0312	15.1525	0.0918	0.2446	0.138
O	4.1664	-1.3966	13.8306	0.1298	-0.0609	-0.108
O	4.943	1.2687	14.8935	0.1587	-0.1497	0.2188
O	10.0302	0.5893	12.7778	-0.1556	0.0125	0.0371
O	6.558	11.5271	12.9347	-0.019	-0.0677	0.0173
O	4.793	8.2559	15.5077	0.3814	0.0731	0.2827
O	0.7008	4.818	13.5012	0.1337	-0.1433	0.3655
O	2.2688	2.7452	12.6933	-0.0044	0.0126	0.179
O	0.8077	2.5378	14.956	0.1954	0.5205	0.4279
O	5.8478	-0.8628	15.8509	-0.1231	0.2421	0.0965
O	4.8643	1.9617	12.499	-0.1389	-0.1689	0.0615
O	2.918	4.2496	14.7805	-0.7306	0.0007	0.4635
O	-2.3781	13.5395	15.7155	0.0058	-0.1373	0.0705
O	6.5181	9.0677	13.7271	-0.1805	0.3708	-0.0637
O	-0.8773	6.0545	15.3128	0.2395	0.0384	0.3961
O	-0.2909	9.9547	13.7368	-0.081	-0.0386	-0.2482
O	7.1556	2.2837	13.9388	0.0565	-0.0831	0.1086
O	8.1963	4.4114	15.0009	-0.1016	-0.0072	0.427
O	1.6711	6.4974	15.3321	-0.2114	-0.5246	0.2048
O	0.1488	7.3924	13.2261	0.0789	0.0658	0.092
O	-2.8127	6.0974	16.9515	0.184	-0.0874	0.0844

Results
free energy: -35665.768 eV
free energy less fixed offsets of O -463.61, Si -117.95 eV per atom: -15.328 eV
pressure: -1.53 GPa
stress xx, yy, zz, yz, xz, xy (GPa, positive in tension): 0.24, 2.04, 2.32, 0.72, -0.77, -0.17
